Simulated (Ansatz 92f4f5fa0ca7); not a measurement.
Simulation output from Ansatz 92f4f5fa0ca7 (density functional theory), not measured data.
Periodic cell of 192 atoms, Si128O64, from a study of silicon, its oxide and their interface. The atomic structure is a simulated model.
This geometry differs little from another in the collection (a relaxation step or a small displacement).

Settings
functional: r2SCAN
potential files: Ansatz PAW
basis: plane waves
wave-function cutoff: 800 eV
density cutoff ratio: 5
exchange-correlation grid ratio: 1
k mesh: 1 x 1 x 1, shifted by 0.5 0.5 0 of a step
self-consistency stop: 1e-10 eV per atom in the density residual
occupations: fixed
spin: none
net charge: 0

Cell vectors (angstrom)
a  10.88  0  0
b  0  10.88  0
c  -2.0964  -3.2731  27.998

Atoms and the computed forces on them: element, x, y, z (angstrom), force x, y, z (eV/angstrom)
Si  1.6445  -1.6669  0.1061  0.0285  -0.0253  0.1636
Si  4.317  1.1152  0.2241  0.0236  -0.0229  0.1551
Si  1.0984  4.3045  0.0357  -0.0178  0.0294  0.1675
Si  3.9213  -3.8185  0.1438  -0.0251  0.012  0.1301
Si  -4.3684  -1.1326  0.0582  -0.0122  0.0268  0.1693
Si  -1.6309  1.6827  0.0379  -0.0319  0.0206  0.1652
Si  6.9584  3.8243  0.1025  0.0295  -0.0177  0.1459
Si  -1.0631  -4.2632  0.0146  0.0163  -0.0332  0.1765
Si  2.7078  -0.0404  1.4361  -0.0032  0.0033  -0.0106
Si  5.4695  2.6888  1.4931  -0.0007  0.0029  -0.0081
Si  2.7381  -5.4669  1.335  0.0045  -0.0022  -0.0109
Si  5.439  -2.6706  1.4661  -0.0001  -0.0026  -0.0081
Si  -2.7134  0.0048  1.3006  0.0049  -0.0025  -0.0123
Si  -0.0377  2.7575  1.3784  -0.0008  -0.002  -0.0089
Si  8.1589  5.4723  1.2826  -0.0055  0.003  -0.0109
Si  0.0373  -2.7468  1.4108  -0.0011  0.0026  -0.0089
Si  1.3282  1.3655  2.7085  -0.0008  -0.0001  0.0027
Si  4.0752  4.0815  2.7401  0.0002  -0.0006  0.0032
Si  1.3906  -4.1181  2.7632  -0.0012  0.0005  0.0015
Si  4.0711  -1.3505  2.8398  0.0009  -0.0018  0.0019
Si  6.8386  1.3099  2.7918  -0.0022  0.0008  0.0005
Si  9.4956  4.125  2.7362  0.002  -0.0011  0.0011
Si  6.8224  6.7981  2.7054  -0.0007  0.0017  0.0019
Si  -1.3542  -1.3467  2.6802  -0.0002  0  0.0018
Si  -0.0139  0.0016  4.0737  -0.0002  0.0006  -0.0009
Si  2.7048  2.7138  4.0758  -0.0004  0.0002  -0.001
Si  -0.0009  5.436  4.1054  -0.001  0.0003  0.0003
Si  2.7173  -2.7445  4.1362  -0.0001  -0.0001  0.0009
Si  5.4514  -0.0009  4.1527  -0.0001  0.0004  0.0009
Si  8.1723  2.7294  4.1019  -0.0005  0  0.0001
Si  5.4501  5.4482  4.0781  -0.0004  -0.0004  -0.0012
Si  8.174  -2.7122  4.0579  -0.0006  -0.0004  -0.001
Si  1.3571  -1.3685  10.8552  -0.0012  -0.001  -0.0009
Si  4.0879  1.3902  10.8864  -0.0002  0.0004  -0.0002
Si  1.3927  4.0467  10.8966  -0.0002  -0.0006  -0.0008
Si  4.0835  -4.0865  10.8494  -0.0007  -0.0007  -0.0004
Si  6.7693  -1.3426  10.8945  -0.0001  0.0001  -0.0009
Si  -1.3561  1.3562  10.8397  -0.0009  -0.0003  -0.0011
Si  6.7775  4.0632  10.8595  -0.0011  -0.0007  -0.0004
Si  -1.3713  6.7981  10.852  -0.0002  -0.0001  -0.0005
Si  2.7087  0.0215  12.1923  -0.0019  -0.0006  0.0005
Si  5.4339  2.7445  12.2866  -0.0007  0.0008  -0.0002
Si  2.8023  5.397  12.2322  -0.0005  -0.0023  -0.0013
Si  5.3869  -2.7169  12.2355  0.0011  0.0009  -0.0006
Si  -2.7487  0.0639  12.2116  -0.0022  -0.0001  -0.0012
Si  0.0253  2.653  12.2248  0.0019  -0.0007  -0.0007
Si  8.1299  5.4336  12.1794  0.0002  0.002  -0.0004
Si  0.0007  -2.7379  12.2021  -0.0021  -0.0013  -0.0017
Si  1.3788  1.2943  13.6403  0.0031  -0.0006  0.0025
Si  4.1339  4.0966  13.7294  -0.0025  -0.0002  0.0018
Si  1.4108  -4.1283  13.4951  0.0022  0.0023  0.0019
Si  4.0234  -1.3121  13.5698  0.0005  0.0005  0.0035
Si  -4.069  1.4241  13.649  0.0008  -0.0015  0.0032
Si  -1.3662  4.048  13.4659  -0.0041  -0.0007  0.0021
Si  6.7392  -4.1183  13.545  -0.0023  -0.0049  0.0007
Si  -1.3944  -1.3348  13.4846  0.0023  0.0023  0.0028
Si  -0.0489  -0.1115  14.9491  0.0001  -0.0016  -0.0086
Si  2.7278  2.6982  15.0292  -0.0031  -0.0025  -0.0122
Si  0.0448  -5.5253  14.7707  -0.0007  -0.0007  -0.0075
Si  2.6436  -2.7111  14.8836  -0.0024  -0.0017  -0.0065
Si  5.4442  0.0059  14.9419  -0.0024  -0.0008  -0.0095
Si  -2.6854  2.836  14.9806  0.0002  0.0018  -0.0077
Si  5.53  5.4651  15.1452  0.0031  0.0031  -0.0071
Si  -2.7586  -2.7094  14.7723  -0.0009  -0.0024  -0.0072
Si  0.8749  -1.8704  16.2652  0.0141  0.0147  0.1556
Si  4.154  1.3672  16.3392  0.0039  0.0019  0.168
Si  1.0292  3.7975  16.2362  0.0101  0.0267  0.1732
Si  4.2876  -3.7089  16.2043  -0.0375  -0.0003  0.1533
Si  6.625  -1.5969  16.1836  0.0221  0.0169  0.14
Si  -1.1596  1.5413  16.1731  -0.0147  -0.0195  0.1394
Si  -3.4865  4.5727  16.4389  -0.0095  -0.0228  0.1508
Si  -1.3262  -4.0947  15.9391  0.0069  0.0041  0.0784
Si  1.3225  -1.6513  -7.166  -0.0598  -0.0101  0.3143
Si  0.6982  -3.0983  -4.7795  -0.035  -0.0075  0.3653
Si  -0.7613  3.3136  -6.7238  -0.0377  0.0258  0.363
Si  5.1136  5.2784  -2.0531  -0.0063  0.0189  0.3101
Si  1.4297  -0.8726  -2.8373  -0.0177  0.0413  0.3225
Si  5.7663  0.432  -4.559  0.059  -0.0063  0.3589
Si  2.3724  3.7911  -2.7657  0.0402  -0.0371  0.3534
Si  8.0637  2.4075  -4.7064  -0.0061  -0.0502  0.3077
Si  6.837  -4.8143  -6.8274  0.0279  -0.0523  0.3779
Si  3.4079  -3.2154  19.0215  -0.0536  -0.0141  0.3233
Si  -1.1305  0.6843  -2.8458  0.0244  -0.0316  0.3156
Si  2.6488  -0.5366  18.4461  0.0043  0.0073  0.316
Si  3.5967  1.2412  -2.6989  -0.0399  0.0226  0.2994
Si  -2.4369  -0.2517  18.409  0.0307  -0.0252  0.3685
Si  5.6187  3.2658  18.4061  -0.0776  -0.0059  0.3342
Si  7.2622  5.0898  -3.9829  -0.045  0.0158  0.3685
Si  3.9744  5.1667  19.9532  0.001  -0.0177  0.2746
Si  -1.7724  -3.8833  -2.9658  -0.0166  0.0409  0.324
Si  7.3833  -1.4892  -2.9194  0.0215  -0.0196  0.3163
Si  1.579  5.0037  -5.4315  -0.0279  0.0402  0.3549
Si  3.492  0.1419  -6.7977  0.0391  0.0045  0.3476
Si  1.8429  1.5594  20.5799  -0.0345  0.0264  0.3239
Si  1.1468  4.2411  19.2548  -0.0485  -0.0157  0.3299
Si  -1.1036  -2.0534  20.3527  0.0026  -0.0383  0.295
Si  1.3419  -1.3635  5.4484  -0.0009  -0.0003  0.001
Si  4.0721  1.3733  5.4571  -0.0001  0.0005  0.0007
Si  1.3519  4.0639  5.4497  -0.0003  -0.0013  0.0005
Si  4.0943  6.7891  5.4659  0.0006  -0.0002  0.0007
Si  6.812  -1.3837  5.458  -0.0007  -0.0009  0.0007
Si  -1.3537  1.3625  5.451  0.0004  -0.0005  0.0006
Si  6.7984  4.0828  5.4485  -0.0013  -0.0003  0.0006
Si  -1.3563  -4.0661  5.4362  -0.0003  0.0006  0.0003
Si  2.713  -0.0043  6.7984  -0.0002  0.0001  -0.0011
Si  5.4345  2.7297  6.8083  -0.0004  -0.0002  -0.001
Si  2.7168  5.4274  6.7991  -0.0003  -0.0001  -0.0011
Si  5.448  -2.7279  6.8207  -0.0003  0.0001  -0.0008
Si  -2.72  -0.003  6.7987  -0.0002  0.0001  -0.0011
Si  0.0049  2.7083  6.8166  -0.0003  0.0002  -0.0008
Si  -2.7119  -5.4287  6.7971  -0.0001  0.0001  -0.0008
Si  -0.0129  -2.7224  6.8112  -0.0007  -0.0001  -0.0009
Si  1.3647  1.3493  8.1657  -0.0002  0.0002  -0.0002
Si  4.0754  4.0838  8.1583  -0.0002  0.0001  -0.0003
Si  1.3528  6.7872  8.1549  -0.0003  -0.0001  -0.0007
Si  4.0759  -1.3587  8.1595  -0.0002  0.0002  -0.0007
Si  6.7951  1.3546  8.1525  -0.0002  0.0001  -0.0007
Si  -1.3552  4.083  8.1581  -0.0006  -0.0002  -0.0008
Si  6.8096  -4.0808  8.1673  -0.0007  -0.0002  -0.0003
Si  -1.3722  -1.3623  8.158  -0.0005  0.0002  -0.0003
Si  -0.0053  -0.0162  9.5009  -0.0008  -0.0001  -0.0007
Si  2.7299  2.7161  9.5086  -0.0008  -0.0001  -0.0011
Si  0.0136  5.4213  9.5349  -0.0009  -0.0001  -0.0014
Si  2.713  -2.7314  9.5011  -0.0001  -0.0003  -0.0006
Si  5.4271  0.0113  9.5209  -0.0003  -0.0002  -0.0009
Si  8.1552  2.7214  9.5001  -0.0004  0  -0.0005
Si  5.4428  5.4378  9.5023  -0.0005  0  -0.0005
Si  8.1451  -2.7018  9.528  -0.0003  0.0004  -0.0012
O  7.0072  3.9538  17.9274  0.0622  0.0478  -0.1712
O  -0.2427  -3.0385  16.6677  -0.0133  -0.0135  -0.074
O  1.3819  4.4798  17.6795  -0.0008  -0.0165  -0.2589
O  1.5438  3.668  -1.3842  0.0562  -0.0224  -0.227
O  0.022  -5.4172  -0.3655  -0.0014  0.0036  -0.0809
O  1.0059  -1.15  -1.2927  -0.0123  0.0364  -0.2386
O  7.9471  -2.8845  -3.4678  0.0051  -0.0179  -0.1079
O  1.5225  -2.2207  -3.6998  -0.0193  -0.0847  -0.1859
O  5.4717  -2.658  16.6651  0.0122  0.0005  -0.0727
O  -2.3572  -5.3841  -3.0445  -0.0328  -0.0367  -0.1336
O  -1.4103  -3.628  20.101  -0.0119  0.0298  -0.1033
O  3.7813  4.4874  -2.4301  -0.0448  -0.0228  -0.1194
O  7.7436  0.3858  19.724  0.0127  -0.0089  -0.2531
O  4.708  -4.2993  -1.1943  0.0455  -0.0629  -0.1616
O  5.6384  2.4743  19.8405  0.0428  0.0282  -0.2283
O  6.2226  -0.9893  -3.9225  -0.0615  0.0572  -0.1611
O  5.1914  2.2956  17.1988  -0.0401  -0.065  -0.1632
O  -0.9022  1.17  -1.3169  0.0222  -0.0473  -0.2359
O  8.082  2.7487  -0.4204  0.0043  -0.0044  -0.0728
O  2.6382  2.3302  -3.3921  -0.0105  0.0027  -0.1168
O  -1.7976  0.9359  17.5481  0.0458  0.0714  -0.1818
O  -2.1757  3.1627  -5.9711  0.0899  0.0411  -0.1967
O  -1.2687  -1.2527  18.9551  -0.0379  0.0666  -0.1933
O  6.1179  4.3624  -1.1745  -0.0647  0.0525  -0.1783
O  4.3581  -4.1358  19.9796  -0.0082  0.0245  -0.1282
O  3.688  1.7079  -1.1484  -0.0306  0.0043  -0.2275
O  7.3452  -1.0494  17.5449  -0.0767  -0.05  -0.1812
O  2.4421  1.375  -6.9188  -0.0287  0.0075  -0.1133
O  1.614  -4.2636  -5.4062  0.0261  -0.0301  -0.1286
O  5.8899  -5.1638  -3.3929  0.0802  -0.0029  -0.1879
O  3.4243  -3.9537  17.5872  0.0399  -0.0155  -0.2253
O  3.3053  0.5304  17.4502  0.0539  0.0618  -0.1661
O  6.8881  -1.7486  -1.3938  0.0403  -0.0129  -0.2411
O  -0.5364  -3.7339  -3.9698  0.0923  0.0153  -0.1647
O  1.4511  -1.3018  17.6855  -0.0634  -0.0447  -0.1795
O  4.5235  4.4499  18.6034  0.048  -0.0328  -0.1561
O  -2.288  -0.4287  -2.8547  -0.0117  0.0028  -0.0978
O  1.9392  -3.304  19.6937  0.0777  0.0051  -0.1985
O  0.2627  -2.2165  -6.0694  0.035  0.0665  -0.2162
O  0.2175  4.4463  -6.1003  -0.0561  -0.0555  -0.1447
O  1.5455  4.5918  -3.867  -0.0427  0.0612  -0.2498
O  -0.0223  2.6132  16.6548  -0.0095  -0.0074  -0.0792
O  -1.6049  1.9159  -3.7573  -0.0638  0.0765  -0.1748
O  2.0723  0.1984  19.7566  0.0393  -0.0858  -0.1874
O  -1.4317  -3.5535  -1.4095  -0.0333  0.0185  -0.2521
O  0.264  0.0953  -3.4104  0.005  -0.0026  -0.1096
O  7.1388  3.4874  -3.9415  0.0263  -0.0256  -0.1186
O  1.1652  2.6633  19.6177  -0.0084  0.059  -0.1368
O  -2.353  -5.1359  16.7697  0.0086  0.0124  -0.0681
O  5.4162  0.0242  -0.2831  -0.0019  0  -0.0867
O  -0.268  4.8667  19.7525  0.0678  -0.0568  -0.1586
O  2.6294  -1.146  -6.3288  -0.0021  0.0045  -0.1282
O  6.6981  -3.1962  -6.7644  -0.0238  0.0436  -0.1523
O  2.8999  -0.2028  -2.863  0.0071  -0.0039  -0.1034
O  5.0687  1.251  -3.3437  0.0684  -0.0293  -0.1724
O  3.7631  -1.6397  18.9181  -0.0052  0.0262  -0.1105
O  2.3776  4.9442  20.0291  -0.0139  -0.0061  -0.1021
O  2.9269  4.5164  -6.1833  0.1028  -0.0036  -0.1952
O  -0.0687  1.855  -6.6052  0.0415  -0.0245  -0.1456
O  7.5588  -5.2529  -5.4664  -0.0288  0.053  -0.2823
O  2.7829  -2.754  -0.3433  -0.0088  0.0095  -0.0697
O  7.0864  1.1877  -5.0996  -0.0023  0.0091  -0.1068
O  5.3827  5.3493  -6.886  -0.0387  -0.0052  -0.1255
O  4.6945  0.3304  -5.7491  -0.1217  -0.0227  -0.2416

Results
free energy: -118376.740 eV
free energy less fixed offsets of O -570.45, Si -639.56 eV per atom: -4.260 eV

The program warned: the cutoff lies below the one the program advises for these potential files; the forces do not sum to zero within the program's tolerance; empty levels may hold ghost states of the PAW files; the exchange-correlation potential is rough where the density is thin.
